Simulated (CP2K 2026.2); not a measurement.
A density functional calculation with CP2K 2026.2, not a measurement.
Periodic cell of 505 atoms, Si360O143H2, from a study of silicon, its oxide and their interface. The atomic structure is a simulated model.
Doubt: the forces sum to 2.43 eV/angstrom along one axis rather than to zero, so they err by at least 0.0048 eV/angstrom per atom on average; the grid cutoff is modest.

Settings
functional: PBE
method: Gaussian and plane waves
basis set: DZVP-MOLOPT-SR-GTH
pseudopotentials: GTH-PBE
grid cutoff: 350 Ry, relative cutoff 50 Ry
k points: Gamma only
occupations: fixed
spin: none
net charge: 0

Cell vectors (angstrom)
a 16.32 0 0
b 0 16.32 0
c 7.8879 5.2684 35.1987

Atoms and the computed forces on them: element, x, y, z (angstrom), force x, y, z (eV/angstrom)
Si 1.728 14.754 0.124 -0.179 -0.196 0.058
Si 4.351 1.038 0.011 -0.026 0.036 0.083
Si 1.074 4.279 0 -0.06 0.04 0.014
Si 11.732 12.309 35.19 -0.014 0.007 -0.122
Si 1.689 9.279 0.068 0.039 -0.023 0.002
Si 11.763 17.771 35.169 -0.072 -0.006 0.035
Si 14.509 20.498 35.15 0.014 -0.011 0.014
Si 9.169 1.624 0.286 0.071 0.068 -0.047
Si 7.049 3.801 0.052 0.147 -0.036 -0.176
Si 17.098 12.351 35.187 -0.001 -0.059 -0.016
Si 14.954 14.622 35.12 0.007 -0.099 0.087
Si 9.823 12.023 0.009 0.069 0.036 -0.024
Si 12.527 14.658 0.105 0.034 0.051 -0.123
Si 14.62 1.602 0.099 -0.043 -0.059 -0.08
Si 20.313 9.086 35.177 -0.032 -0.06 -0.031
Si 15.26 6.549 0.032 0.104 -0.061 0.027
Si 11.994 9.8 0.042 -0.035 -0.008 0.079
Si 14.602 12.37 0.227 0.16 0.24 0
Si 2.847 16.266 1.495 0.02 0.051 -0.238
Si 5.459 2.659 1.382 -0.033 -0.087 -0.308
Si 2.69 5.443 1.332 -0.052 0.025 -0.261
Si 5.454 8.206 1.297 0.003 0 -0.232
Si 2.79 10.898 1.389 -0.037 0.04 -0.253
Si 5.476 13.627 1.318 -0.061 0.098 -0.242
Si 8.009 16.359 1.531 0.064 0.002 -0.275
Si 10.868 2.765 1.447 0.015 -0.061 -0.261
Si 8.141 5.454 1.361 -0.004 0.058 -0.207
Si 10.817 8.2 1.355 -0.01 0.039 -0.311
Si 8.213 10.867 1.338 0.088 -0.006 -0.235
Si 10.896 13.574 1.439 0.012 0.005 -0.243
Si 13.567 16.308 1.462 -0.013 -0.001 -0.217
Si 16.266 2.735 1.388 -0.058 0.008 -0.203
Si 13.607 5.411 1.326 0.053 -0.04 -0.279
Si 16.373 8.143 1.379 0.023 -0.027 -0.185
Si 13.459 10.882 1.57 -0.054 -0.036 -0.252
Si 16.334 13.588 1.375 -0.01 0.005 -0.418
Si 1.375 1.358 2.719 -0.038 0.011 -0.035
Si 4.062 4.062 2.686 0.005 0.045 0
Si 1.382 6.795 2.789 0.005 0.017 0.072
Si 4.167 9.566 2.746 0.004 0.001 0.116
Si 1.346 12.197 2.759 -0.023 -0.005 0.009
Si 4.158 14.911 2.848 0.056 -0.026 0.081
Si 6.724 1.382 2.906 -0.1 -0.053 0.136
Si 9.54 4.165 2.782 0.012 0.073 0.089
Si 6.741 6.789 2.717 -0.006 -0.019 0.045
Si 9.499 9.525 2.799 0.036 0.004 0.039
Si 6.832 12.247 2.685 -0.018 -0.024 -0.009
Si 9.475 14.961 2.754 0.079 -0.02 -0.025
Si 12.164 1.327 2.812 -0.011 -0.043 0.038
Si 14.93 4.079 2.796 -0.025 -0.009 0.06
Si 12.23 6.81 2.679 -0.013 -0.018 -0.058
Si 14.95 9.491 2.743 0.082 -0.045 0.028
Si 12.175 12.26 2.92 -0.062 0.034 0.173
Si 15.011 14.987 2.786 0.042 -0.001 0.029
Si 16.359 16.346 4.152 -0.045 -0.092 0.024
Si 2.71 2.729 4.104 0.002 -0.029 -0.005
Si 16.313 5.443 4.163 -0.014 0.009 -0.082
Si 2.767 8.189 4.119 -0.042 -0.057 -0.067
Si 16.303 10.849 4.135 0.035 0.05 0.028
Si 2.717 13.56 4.153 0.041 0.018 -0.055
Si 5.421 16.304 4.262 -0.006 0.036 -0.045
Si 8.168 2.77 4.159 -0.01 -0.037 -0.046
Si 5.399 5.424 4.104 0.037 0.049 -0.01
Si 8.117 8.137 4.129 0.039 0.039 -0.077
Si 5.495 10.917 4.133 -0.051 -0.076 -0.014
Si 8.148 13.582 4.132 0.022 0.035 -0.048
Si 10.82 16.293 4.176 0.048 0.07 0.01
Si 13.565 2.698 4.158 0.048 0.042 -0.051
Si 10.907 5.496 4.147 -0.09 -0.069 0.004
Si 13.588 8.132 4.106 0.019 0.04 0.011
Si 10.83 10.861 4.234 -0.006 0.052 -0.057
Si 13.625 13.631 4.182 -0.031 -0.036 -0.063
Si 17.681 14.95 16.496 0.017 -0.035 0.011
Si 4.078 17.701 16.506 -0.025 0.021 0.027
Si 17.679 4.096 16.518 -0.037 0.014 0.032
Si 4.085 6.784 16.546 0.011 0.008 0.039
Si 17.683 9.517 16.522 0.039 0.02 0.046
Si 4.084 12.256 16.52 -0.014 -0.04 0.035
Si 6.775 14.962 16.511 0.049 0.022 0.033
Si 9.504 17.715 16.546 -0.027 -0.017 0.044
Si 6.784 4.077 16.549 0.01 -0.008 0.059
Si 9.486 6.787 16.526 0.006 0.03 0.034
Si 6.792 9.501 16.534 -0.01 -0.002 0.013
Si 9.512 12.239 16.496 0.008 -0.016 0.015
Si 12.219 14.982 16.492 -0.032 0.013 -0.003
Si 14.929 17.681 16.484 -0.001 0.001 0.012
Si 12.19 4.055 16.525 0.03 0.025 0.038
Si 14.969 6.808 16.53 -0.015 -0.031 0.051
Si 12.235 9.505 16.51 0.028 -0.016 0.013
Si 14.974 12.246 16.489 0.013 0.017 0.03
Si 19.067 16.297 17.844 -0.046 0.063 -0.01
Si 5.392 2.748 17.927 0.028 -0.052 0.099
Si 19.018 5.454 17.933 0.034 -0.044 0.017
Si 5.485 8.098 17.93 -0.05 0.069 0.066
Si 19.036 10.902 17.883 -0.021 -0.014 0.143
Si 5.446 13.6 17.916 0.005 -0.004 -0.027
Si 8.105 16.355 17.876 0.009 -0.076 0.089
Si 10.839 2.742 17.984 -0.009 -0.016 0.015
Si 8.164 5.409 17.939 -0.054 0.042 0.015
Si 10.821 8.18 17.876 0.015 -0.081 0.091
Si 8.139 10.901 17.879 0.037 -0.01 0.019
Si 10.877 13.602 17.849 -0.016 0.07 0.037
Si 13.538 16.37 17.872 0.071 -0.035 0.036
Si 16.31 2.701 17.837 -0.061 0.064 0.063
Si 13.584 5.411 17.846 0.031 -0.023 0.055
Si 16.351 8.155 17.925 -0.011 0.017 -0.064
Si 13.662 10.839 17.843 -0.082 0.027 -0.055
Si 16.304 13.622 17.883 0.029 -0.062 0.166
Si 17.672 17.634 19.168 0.031 -0.045 -0.166
Si 20.342 4.095 19.342 0.016 -0.013 -0.027
Si 17.672 6.798 19.343 0.034 0.049 0.015
Si 20.421 9.507 19.219 -0.032 0.002 -0.205
Si 17.683 12.279 19.298 -0.027 0.017 -0.024
Si 20.436 15.002 19.265 0.03 -0.011 -0.037
Si 6.734 17.686 19.307 -0.011 0.057 0.001
Si 9.474 4.092 19.406 0.004 -0.039 0.037
Si 6.835 6.728 19.369 -0.038 -0.032 0.039
Si 9.457 9.552 19.281 0.124 -0.071 0.009
Si 6.821 12.251 19.295 0.02 0.018 -0.027
Si 9.489 14.979 19.202 -0.009 0.006 -0.127
Si 12.209 17.688 19.339 0.022 -0.011 -0.03
Si 14.934 4.032 19.227 0.016 -0.076 -0.041
Si 12.206 6.778 19.178 -0.128 0.103 -0.107
Si 15.027 9.541 19.284 0.091 0.115 0.033
Si 12.289 12.209 19.139 0.087 0.006 -0.143
Si 14.898 15.011 19.218 -0.02 -0.012 -0.135
Si 16.283 16.373 20.552 -0.074 0.001 0.268
Si 18.96 18.936 20.596 0.001 0.01 0.226
Si 16.277 5.369 20.625 -0.03 -0.102 0.297
Si 19.096 8.192 20.657 -0.006 0.052 0.227
Si 16.354 10.901 20.752 0.113 0.036 0.193
Si 19.071 13.724 20.634 -0.1 -0.162 0.145
Si 5.401 16.316 20.741 0.08 0.051 0.223
Si 8.045 19.029 20.756 0.027 -0.051 0.301
Si 5.413 5.39 20.788 -0.049 0.119 0.296
Si 8.184 8.142 20.742 -0.275 0.043 0.123
Si 5.457 10.842 20.597 -0.006 -0.091 0.222
Si 8.169 13.662 20.64 -0.017 -0.009 0.273
Si 10.805 16.297 20.633 -0.064 -0.042 0.219
Si 13.596 19.039 20.711 0.096 0.077 0.241
Si 10.9 5.503 20.695 0.04 -0.161 0.196
Si 13.589 8.144 20.476 -0.051 -0.113 0.256
Si 10.929 10.935 20.524 -0.085 -0.075 0.276
Si 13.58 13.57 20.528 0.059 0.051 0.208
Si 17.472 14.913 21.937 -0.227 -0.078 0.116
Si 20.402 17.783 22.098 0.071 0.159 -0.098
Si 17.396 3.72 21.941 -0.071 0.049 0.014
Si 20.592 7.045 22.092 0.034 -0.024 -0.094
Si 18.125 9.868 22.016 -0.23 -0.094 0.064
Si 20.286 12.139 21.856 -0.007 -0.057 0.153
Si 7.048 15.225 22.074 0.122 -0.02 -0.003
Si 9.254 17.434 22.031 0.018 -0.023 -0.096
Si 6.367 3.695 22.202 -0.077 0.002 -0.054
Si 9.912 7.171 22.055 0.128 0.135 0.241
Si 6.508 9.248 22.038 0.046 0.025 0.072
Si 9.787 12.48 21.887 0.06 0.071 0.273
Si 11.951 14.632 21.845 0 -0.072 0.086
Si 15.19 17.862 22.051 0.044 0.036 0.026
Si 12.48 4.34 22.044 0.05 0.04 0.116
Si 14.645 6.559 21.837 0.02 -0.015 0.148
Si 12.149 9.399 21.819 0.166 0.26 0.015
Si 15.241 12.635 21.947 -0.125 -0.118 0.113
Si 10.778 11.086 28.64 -0.011 0.035 -0.115
Si 18.907 14.001 28.976 -0.072 -0.015 -0.158
Si 12.902 5.213 27.979 -0.027 -0.17 0.015
Si 10.557 16.071 28.529 -0.029 -0.003 -0.071
Si 11.891 17.673 26.233 0.214 -0.108 0.554
Si 7.013 7.562 28.742 -0.106 -0.056 0.072
Si 9.969 9.731 26.039 0.219 -0.129 0.247
Si 11.833 14.561 30.689 -0.018 -0.012 -0.383
Si 19.05 11.12 30.066 0.05 0.008 -0.342
Si 18.7 5.527 24.14 0.056 -0.007 0.058
Si 10.76 8.118 33.039 -0.062 -0.077 -0.085
Si 7.975 11.109 24.152 0.183 -0.134 0.101
Si 21.306 13.196 33.094 0.023 0.128 -0.058
Si 18.641 16.509 24.439 0.013 -0.053 0.304
Si 16.627 15.831 28.605 0.036 -0.048 0.11
Si 20.873 9.059 29.427 0.142 -0.043 -0.139
Si 22.968 14.484 30.88 0.056 0.019 -0.468
Si 7.873 16.244 33.244 0.048 0.09 -0.049
Si 14.296 7.491 29.017 0.047 0.037 -0.063
Si 8.725 18.593 29.136 0.178 -0.02 -0.155
Si 16.512 19.246 32.936 -0.049 -0.056 -0.157
Si 18.517 9.34 27.704 0.039 -0.026 0.076
Si 22.278 18.435 29.554 -0.236 0.05 -0.099
Si 21.309 5.066 29.057 -0.045 0.05 0.023
Si 9.311 13.576 29.692 0.086 -0.071 -0.124
Si 17.315 9.715 24.95 -0.019 0.204 0.349
Si 13.036 10.371 33.056 0.113 0.1 -0.06
Si 13.689 7.228 26.138 -0.15 0.026 0.243
Si 7.612 18.79 31.851 -0.028 0.028 -0.525
Si 12.806 9.894 24.764 -0.132 -0.137 0.35
Si 15.107 11.857 24.887 0.099 0 0.401
Si 17.371 18.105 26.861 -0.101 0.07 0.426
Si 18.794 4.601 27.108 -0.171 0.02 0.395
Si 15.979 7.184 24.501 -0.216 -0.007 0.373
Si 10.575 19.358 24.199 0.183 -0.079 0.052
Si 7.825 5.121 33.195 -0.068 -0.003 -0.028
Si 8.132 5.095 23.954 -0.271 0.052 -0.394
Si 21.06 15.967 28.933 -0.143 0.132 0.002
Si 15.109 17.636 30.636 0.11 -0.07 -0.541
Si 18.6 5.125 33.286 0.116 0.121 -0.05
Si 18.986 10.973 33.04 -0.16 -0.136 -0.117
Si 14.747 14.385 26.557 0.15 -0.156 0.388
Si 14.418 18.91 27.817 0.088 0.094 0.056
Si 20.329 14.622 26.422 -0.085 0.009 0.417
Si 5.781 13.325 24.226 -0.124 0.017 0.109
Si 9.199 6.665 30.795 -0.053 -0.081 -0.527
Si 17.251 6.745 28.697 -0.036 0.04 -0.002
Si 13.32 16.182 32.84 -0.038 0.03 -0.195
Si 19.595 6.643 30.86 0.069 0.014 -0.475
Si 13.322 10.273 30.068 -0.038 -0.078 -0.413
Si 13.113 12.671 28.625 0.138 0.05 -0.165
Si 13.563 16.164 24.162 0.048 -0.076 0.028
Si 8.747 6.98 26.345 0.171 0.146 0.422
Si 10.023 4.866 28.388 0.003 -0.063 0.074
Si 1.372 14.954 5.525 0.006 0.019 -0.063
Si 4.036 1.379 5.543 -0.009 -0.069 0.003
Si 1.361 4.072 5.514 -0.026 0.031 -0.037
Si 4.078 6.799 5.507 -0.012 0 -0.044
Si 1.37 9.512 5.508 -0.007 -0.006 -0.052
Si 4.092 12.225 5.527 -0.011 0.004 -0.047
Si 6.816 14.934 5.557 -0.007 0.053 -0.001
Si 9.495 1.375 5.538 -0.002 -0.026 -0.02
Si 6.779 4.103 5.516 -0.006 0.014 -0.032
Si 9.508 6.816 5.519 0.028 0.024 -0.047
Si 6.8 9.521 5.522 0.02 0.02 -0.049
Si 9.48 12.245 5.561 -0.001 -0.064 -0.002
Si 12.23 14.968 5.542 0.007 0.013 -0.021
Si 14.961 1.361 5.525 -0.009 0.02 -0.054
Si 12.23 4.091 5.524 0.012 -0.01 -0.04
Si 14.942 6.803 5.52 0.016 -0.054 -0.032
Si 12.245 9.491 5.525 -0.026 0.029 -0.022
Si 14.964 12.228 5.529 0.006 0.018 -0.035
Si 2.704 16.321 6.916 -0.018 0.028 0.016
Si 5.423 2.734 6.895 0.007 -0.008 -0.013
Si 2.714 5.443 6.885 -0.008 0.011 0
Si 5.434 8.159 6.887 0.002 -0.008 0.01
Si 2.723 10.869 6.895 0.014 -0.003 0.001
Si 5.436 13.586 6.915 -0.007 0.009 0.011
Si 8.154 16.323 6.917 0.012 -0.009 -0.002
Si 10.869 2.731 6.899 -0.008 -0.001 -0.002
Si 8.148 5.454 6.892 -0.004 -0.013 0.003
Si 10.872 8.158 6.906 -0.008 0.005 0.006
Si 8.14 10.871 6.922 0.007 0.024 0.024
Si 10.869 13.6 6.912 0.017 -0.002 -0.011
Si 13.596 16.329 6.906 -0.02 -0.009 -0.007
Si 16.317 2.723 6.898 -0.002 -0.016 0.005
Si 13.593 5.441 6.901 0.008 -0.007 0.009
Si 16.318 8.159 6.883 -0.003 0.011 0.003
Si 13.596 10.868 6.896 0.013 0 -0.01
Si 16.323 13.596 6.897 -0.001 -0.016 -0.007
Si 17.663 1.361 8.282 -0.013 -0.033 0.008
Si 4.068 4.091 8.272 0.006 0.004 -0.002
Si 17.671 6.797 8.263 -0.016 -0.018 -0.001
Si 4.076 9.51 8.272 -0.032 -0.012 -0.003
Si 17.683 12.234 8.269 0.01 0.031 -0.003
Si 4.074 14.959 8.277 0.021 0.019 0
Si 6.779 1.366 8.27 -0.011 -0.022 0.005
Si 9.504 4.089 8.268 -0.012 -0.028 -0.003
Si 6.792 6.808 8.272 0.032 0.023 -0.006
Si 9.516 9.519 8.284 0.023 0.029 0.002
Si 6.786 12.23 8.295 -0.018 -0.028 0.003
Si 9.516 14.964 8.287 0.017 0.028 0.008
Si 12.233 1.371 8.273 0.033 0.018 0.002
Si 14.956 4.083 8.272 0.004 0.013 0.003
Si 12.231 6.796 8.277 -0.016 -0.01 -0.001
Si 14.961 9.515 8.268 0.005 0.016 0.002
Si 12.233 12.23 8.272 -0.018 -0.008 0.007
Si 14.955 14.956 8.271 -0.017 -0.008 0.001
Si 16.306 16.319 9.653 -0.001 0.016 0.008
Si 2.709 2.726 9.647 0.004 -0.006 0.001
Si 16.314 5.442 9.646 -0.001 -0.002 0.002
Si 2.71 8.153 9.641 0.007 0.005 -0.003
Si 16.319 10.876 9.643 -0.008 -0.005 0.002
Si 2.716 13.597 9.649 -0.007 -0.007 -0.005
Si 5.429 16.323 9.65 -0.01 -0.002 0.005
Si 8.144 2.726 9.639 0.009 0.002 -0.002
Si 5.431 5.447 9.644 -0.009 -0.008 0.002
Si 8.153 8.16 9.653 -0.004 -0.003 -0.004
Si 5.427 10.867 9.658 0.014 0.029 0.005
Si 8.153 13.598 9.655 0.001 0.001 -0.002
Si 10.877 16.328 9.65 -0.004 -0.019 0.007
Si 13.593 2.727 9.647 -0.013 -0.015 -0.001
Si 10.866 5.44 9.648 0.012 0.005 0.005
Si 13.597 8.158 9.646 0.004 0.008 0.001
Si 10.875 10.878 9.656 0 -0.003 0.007
Si 13.593 13.594 9.643 0.006 0.005 -0.003
Si 17.673 14.959 11.02 -0.004 0.005 -0.001
Si 4.069 17.685 11.021 0.001 -0.011 0.001
Si 17.67 4.084 11.026 -0.003 0.003 0.001
Si 4.071 6.801 11.021 -0.009 0.004 -0.004
Si 17.676 9.514 11.018 -0.003 0.007 -0.005
Si 4.072 12.236 11.025 -0.001 -0.007 0.004
Si 6.79 14.961 11.023 0.006 0.004 0.002
Si 9.506 17.687 11.014 0.005 -0.002 -0.001
Si 6.788 4.084 11.018 0 -0.003 0
Si 9.51 6.799 11.027 0.002 0.001 0.001
Si 6.793 9.514 11.031 0.003 0.002 0.002
Si 9.513 12.24 11.03 0.002 0.006 0.003
Si 12.233 14.958 11.018 0.005 0.006 0
Si 14.947 17.684 11.024 -0.009 -0.008 0.003
Si 12.228 4.083 11.021 0.003 0.001 0
Si 14.955 6.8 11.024 -0.006 -0.002 0
Si 12.236 9.515 11.026 0.001 0.01 -0.001
Si 14.956 12.235 11.017 0.005 -0.001 -0.005
Si 19.027 16.326 12.393 0.006 -0.008 -0.004
Si 5.433 2.723 12.395 -0.011 0.005 0.007
Si 19.035 5.442 12.398 0.008 0.006 -0.001
Si 5.429 8.155 12.402 0.005 -0.004 0.002
Si 19.038 10.869 12.394 -0.015 0.014 -0.003
Si 5.432 13.598 12.398 -0.002 -0.004 -0.001
Si 8.148 16.328 12.391 0 -0.009 -0.001
Si 10.859 2.728 12.391 0.009 -0.013 -0.002
Si 8.143 5.442 12.396 0.013 -0.006 0.002
Si 10.875 8.153 12.402 -0.004 0.012 0.001
Si 8.153 10.875 12.403 -0.006 0.011 -0.003
Si 10.87 13.607 12.401 0.011 0 0
Si 13.586 16.321 12.393 -0.003 -0.002 -0.004
Si 16.305 2.726 12.4 0.006 -0.018 0
Si 13.589 5.441 12.395 -0.005 0.001 -0.006
Si 16.318 8.158 12.398 0.002 0.007 -0.001
Si 13.597 10.878 12.397 0.004 -0.007 -0.006
Si 16.316 13.594 12.391 -0.015 0.008 -0.001
Si 17.668 17.686 13.77 -0.02 0.012 0
Si 4.076 4.083 13.771 0.005 -0.019 -0.005
Si 17.683 6.805 13.777 -0.014 -0.011 0
Si 4.075 9.515 13.778 0 0.006 -0.001
Si 17.682 12.232 13.759 0.022 -0.029 -0.002
Si 4.072 14.967 13.763 -0.018 0.015 -0.003
Si 6.795 17.687 13.771 0.013 -0.024 0.005
Si 9.498 4.084 13.771 -0.006 0.012 0
Si 6.783 6.793 13.777 -0.019 0.031 -0.008
Si 9.513 9.511 13.775 0.025 -0.023 -0.005
Si 6.788 12.233 13.776 0.017 0.005 0.008
Si 9.503 14.972 13.769 -0.003 0.004 0.003
Si 12.214 17.682 13.757 0.001 0.001 -0.003
Si 14.944 4.087 13.777 -0.023 0.016 0.002
Si 12.229 6.788 13.779 0.029 -0.007 -0.004
Si 14.955 9.515 13.771 -0.007 0.026 -0.005
Si 12.235 12.243 13.767 -0.018 0.011 -0.013
Si 14.953 14.959 13.757 0.019 -0.016 -0.004
Si 16.308 16.316 15.133 -0.01 0.001 0.009
Si 19.029 2.732 15.139 0.023 -0.002 -0.004
Si 16.316 5.449 15.145 0.021 0.011 -0.007
Si 19.05 8.152 15.162 0.001 0.032 0.001
Si 16.328 10.872 15.134 -0.014 0.008 -0.014
Si 19.042 13.595 15.129 -0.025 0.002 -0.01
Si 5.428 16.33 15.137 0.001 -0.014 -0.023
Si 8.142 2.732 15.157 0.012 -0.001 -0.004
Si 5.433 5.431 15.16 -0.012 0.004 -0.001
Si 8.144 8.152 15.146 0.006 -0.005 -0.01
Si 5.434 10.87 15.158 -0.014 -0.003 0.004
Si 8.145 13.606 15.139 0.001 0.002 -0.008
Si 10.847 16.347 15.145 0.022 -0.027 0.008
Si 13.563 2.723 15.132 0.006 -0.016 -0.018
Si 10.854 5.435 15.151 0.002 -0.001 -0.002
Si 13.598 8.147 15.144 -0.044 -0.004 -0.005
Si 10.881 10.875 15.137 0.011 0.019 0.001
Si 13.593 13.61 15.135 0.01 -0.004 0.011
O 15.654 15.468 27.357 -0.131 0.249 -0.076
O 11.896 3.649 23.438 -0.077 0.094 0.011
O 17.349 6.375 24.363 0.167 -0.135 -0.037
O 5.208 18.895 22.565 0.358 0.33 -0.123
O 15.354 7.466 23.026 0.093 -0.106 -0.077
O 21.454 18.749 34.715 0.223 0.002 0.534
O 10.868 13.573 22.566 -0.15 0.064 -0.677
O 16.264 19.011 22.636 0.299 0.169 -0.421
O 20.658 14.445 33.924 0.184 -0.116 -0.139
O 12.384 17.13 33.778 0.098 -0.043 0.125
O 9.133 11.699 23.179 -0.013 0.078 -0.161
O 13.587 5.485 22.58 -0.129 0.182 -0.618
O 15.272 19.906 33.792 -0.113 0.172 0.19
O 23.095 6.052 33.996 -0.045 -0.204 -0.109
O 22.599 12.611 33.893 0.007 0.224 0.03
O 19.748 15.26 29.581 -0.078 -0.047 0.035
O 19.54 9.64 33.811 0.251 0.1 0.174
O 16.026 13.471 34.539 -0.034 0.04 0.592
O 18.335 4.267 23.184 0.057 -0.221 -0.099
O 20.383 8.053 30.624 -0.099 0.134 0.402
O 9.464 4.221 24.242 0.009 0.079 0.21
O 17.534 5.471 27.712 -0.158 0.019 -0.217
O 17.47 8.115 27.854 -0.101 -0.047 -0.019
O 19.743 17.329 23.555 -0.024 -0.049 -0.387
O 11.428 6.905 33.902 -0.098 -0.012 -0.03
O 20.987 12.678 23.242 0.103 -0.095 -0.266
O 12.441 11.677 33.831 -0.172 0.224 0.015
O 11.696 10.269 29.736 -0.057 -0.157 0.177
O 10.676 18.927 34.625 -0.295 0.114 0.551
O 20.033 8.797 28.033 0.163 -0.242 -0.087
O 22.393 6.226 28.701 0.136 0.035 -0.225
O 17.744 5.845 34.441 0.08 -0.204 0.239
O 19.118 11.122 22.426 0.106 -0.176 -0.489
O 19.148 6.358 32.376 -0.039 0.136 0.139
O 12.899 10.053 23.146 0.16 0.083 -0.429
O 22.094 20.004 29.242 0.387 0.141 0.124
O 11.782 12.114 27.846 -0.06 -0.01 0.134
O 13.361 5.245 34.558 -0.157 0.184 0.268
O 14.575 12.337 23.432 0.004 0.176 -0.407
O 8.643 19.212 30.649 0.045 -0.057 0.073
O 19.38 15.418 25.392 -0.181 0.219 -0.108
O 9.039 15.38 33.951 0.113 -0.044 0.139
O 17.728 17.492 25.389 0.087 -0.139 -0.396
O 18.36 19.356 27.184 -0.024 0.041 0.095
O 14.161 4.199 27.768 -0.051 0.164 0.04
O 23.435 20.063 32.713 -0.191 -0.068 0.211
O 21.433 7.971 34.619 0.136 0.146 0.69
O 7.361 15.439 31.954 -0.007 0.002 0.143
O 11.788 15.772 29.57 0.204 -0.021 0.107
O 6.948 12.271 24.602 0.161 -0.003 0.139
O 19.869 6.432 23.454 0.189 -0.203 0.026
O 9.987 18.087 23.357 0.101 0.134 0.059
O 15.752 6.818 29.318 0.006 -0.005 0.183
O 17.935 9.214 23.535 0.223 -0.03 -0.247
O 20.966 17.585 29.134 0.131 -0.003 0.03
O 13.967 8.772 29.959 -0.152 0.034 0.321
O 9.099 21.019 34.11 0.03 -0.079 0.277
O 16.206 8.582 25.307 -0.04 -0.168 0.126
O 8.417 17.702 32.751 0.301 0.039 0.234
O 14.703 17.071 23.43 -0.04 0.053 -0.108
O 12.455 17.125 24.824 -0.185 0.322 -0.152
O 16.545 11.118 24.725 0.085 0.028 -0.107
O 10.311 14.001 30.924 0.144 -0.133 0.244
O 13.211 6.272 29.201 -0.046 -0.058 0.044
O 14.028 11.354 29.024 -0.04 -0.052 0.029
O 9.606 12.024 29.272 0.019 0.065 -0.242
O 9.794 17.387 29.094 0.026 -0.078 0.087
O 7.276 17.99 28.684 0.023 -0.289 -0.055
O 10.283 7.603 31.559 0.409 0.29 0.079
O 11.565 4.355 28.264 0.003 -0.121 0.058
O 17.621 20.381 32.531 0.067 0.045 -0.145
O 22.442 8.871 29.108 -0.083 -0.016 -0.112
O 11.036 8.356 22.411 -0.165 -0.124 -0.165
O 17.731 15.665 23.391 0.028 -0.232 -0.416
O 7.17 9.911 23.397 0.122 -0.169 -0.189
O 14.227 8.016 27.473 0.034 0.143 -0.41
O 14.429 15.429 33.771 0.197 -0.088 0.076
O 13.921 10.873 25.463 0.109 -0.036 0.001
O 18.81 16.182 34.601 -0.076 -0.063 0.63
O 7.964 6.199 25.146 -0.199 -0.048 -0.27
O 13.573 10.798 31.582 0 0.025 0.447
O 21.164 15.69 27.334 0.017 -0.04 -0.14
O 13.041 8.323 25.145 -0.02 0.018 -0.091
O 16.058 7.959 34.65 0.103 0.154 0.58
O 6.424 14.628 23.486 0.149 0.23 -0.281
O 12.418 15.046 32.105 -0.1 -0.094 0.291
O 9.115 19.853 28.191 0.051 0.111 -0.083
O 18.405 9.877 26.168 -0.012 -0.129 -0.302
O 12.621 6.09 26.619 -0.098 0.197 0.054
O 19.859 20.63 33.917 -0.215 -0.015 -0.067
O 8.672 10.536 25.504 -0.079 0.132 -0.262
O 14.488 18.485 29.389 0.014 0.151 0.286
O 5.368 8.182 22.657 0.08 -0.189 -0.536
O 11.101 16.476 27.04 -0.148 -0.094 -0.102
O 11.864 9.278 32.853 -0.069 -0.22 -0.285
O 14.888 6.386 25.417 0.122 -0.146 -0.215
O 17.346 14.432 29.005 0.063 0.096 0.033
O 7.895 10.688 34.602 0.031 0.149 0.532
O 13.982 17.082 31.655 -0.2 -0.214 0.401
O 14.278 9.735 33.894 0.162 0.175 0.159
O 21.391 13.703 25.636 0.204 -0.255 -0.08
O 9.935 5.557 29.858 -0.105 0.2 0.16
O 6.812 4.138 23.763 -0.072 -0.02 -0.032
O 7.63 7.739 27.255 0.056 0.007 -0.257
O 14.11 15.209 25.34 -0.232 -0.085 -0.296
O 10.596 13.392 34.604 0.007 0.172 0.647
O 8.21 7.534 29.835 0.198 -0.11 -0.048
O 11.312 10.267 25.296 -0.029 0.036 -0.112
O 9.769 8.126 25.791 0.078 -0.223 -0.177
O 17.734 11.609 33.858 -0.139 0.045 0.199
O 8.183 16.311 22.647 -0.023 0.021 -0.399
O 15.796 18.569 26.998 0.159 -0.013 -0.381
O 13.713 13.809 27.663 -0.145 0.149 -0.001
O 17.139 18.051 33.855 -0.078 -0.027 0.144
O 18.168 10.496 28.823 0.093 0.174 0.142
O 9.605 5.928 27.241 -0.169 0.127 -0.291
O 12.75 13.366 30.058 0.166 -0.158 0.343
O 12.829 15.24 23.072 -0.051 0.233 -0.162
O 18.257 6.656 29.951 0.154 0.02 0.195
O 9.6 14.715 28.506 0.174 0.067 0.121
O 17.651 16.971 28.024 0.317 -0.109 -0.03
O 7.773 13.532 30.19 -0.086 -0.063 0.064
O 18.468 10.644 31.516 -0.156 0.143 0.45
O 20.585 5.412 30.468 0.196 0.007 0.254
O 10.105 10.001 27.644 -0.127 -0.142 -0.24
O 20.599 10.588 29.915 -0.047 0.148 -0.043
O 16.072 18.624 31.491 0.142 0.373 0.335
O 22.376 15.393 29.672 0.157 0.092 -0.066
O 15.47 13.072 25.926 0.22 -0.273 -0.358
O 13.143 18.153 27.16 -0.301 0.021 -0.347
O 15.902 16.368 29.96 -0.137 0.184 0.324
O 20.16 4.903 27.932 -0.033 0.008 -0.105
O 19.183 5.001 25.59 -0.064 0.271 -0.461
O 16.434 13.701 22.372 -0.176 0.106 -0.24
O 9.484 8.74 33.85 -0.091 -0.152 0.158
O 20.197 12.037 32.949 0.157 0.137 -0.237
O 22.583 18.174 31.143 0.18 0.009 0.082
O 19.052 12.728 29.952 -0.049 0.003 0.431
O 10.924 18.904 25.747 -0.058 0.179 -0.334
O 22.971 16.563 34.264 -0.033 -0.065 0.055
O 19.433 13.687 27.448 -0.126 0.227 -0.036
O 21.786 13.636 31.595 -0.194 0.029 0.44
O 8.281 5.929 31.885 -0.208 0.008 0.166
H 9.649 6.773 23.461 0.101 0.098 -0.214
H 8.114 5.667 22.575 0.208 0.122 0.106

Results
total energy: -101252.115 eV
total energy less fixed offsets of H -15.91, O -438.35, Si -107.03 eV per atom: -5.445 eV
